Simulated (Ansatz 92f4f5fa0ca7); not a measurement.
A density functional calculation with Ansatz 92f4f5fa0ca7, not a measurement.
Periodic cell of 210 atoms, Si128O78P4, from a study of silicon, its oxide and their interface. The atomic structure is a simulated model.
Doubt: the cutoff is far below the 930 eV that the study's wrapper takes by default for these files, so forces and energies are approximate.

Settings: functional PBE; potential files Ansatz PAW; basis plane waves; wave-function cutoff 580 eV; density cutoff ratio 5; exchange-correlation grid ratio 1; k mesh 1 x 1 x 1, Gamma-centred; self-consistency stop 5e-08 eV per atom in the density residual; occupations fixed; spin none; net charge 0.

Cell vectors (angstrom)
a 10.938 0 0
b 0 10.938 0
c 0 0 31.2103

Atoms: element, x, y, z (angstrom)
Si 10.4292 0.549 23.7425
Si 6.063 10.3221 23.8559
Si 2.2878 3.1469 23.7533
Si 8.6116 2.3738 23.7881
Si 0.6528 5.019 23.8335
P 4.9585 5.9806 23.78
P 3.2939 7.6286 23.7953
Si 7.757 8.5057 23.8179
Si 1.3076 1.4106 25.0506
Si 6.9044 1.2849 25.0455
Si 4.0839 4.1809 25.008
Si 9.6795 4.0957 25.0169
Si 1.5691 6.7789 25.1271
Si 6.7044 6.8231 25.1078
Si 4.1698 9.4153 25.0338
Si 9.5522 9.5939 24.9763
Si 2.7441 -0.036 26.3331
Si 8.2417 -0.0312 26.47
Si 0.0054 2.7449 26.4874
Si 5.4839 2.7275 26.3405
Si 2.7809 5.401 26.5309
Si 8.21 5.4495 26.3593
Si 0.042 8.1982 26.34
Si 5.4838 8.2058 26.5286
Si 4.1018 1.3673 27.7921
Si 9.5708 1.3673 27.7921
Si 1.3673 4.1018 27.7921
Si 6.8362 4.1018 27.7921
Si 4.1018 6.8362 27.7921
Si 9.5708 6.8362 27.7921
Si 1.3673 9.5708 27.7921
Si 6.8362 9.5708 27.7921
Si 0 0 29.1593
Si 5.469 0 29.1593
Si 2.7345 2.7345 29.1593
Si 8.2035 2.7345 29.1593
Si 0 5.469 29.1593
Si 5.469 5.469 29.1593
Si 2.7345 8.2035 29.1593
Si 8.2035 8.2035 29.1593
Si 1.3673 1.3673 30.5266
Si 6.8362 1.3673 30.5266
Si 4.1018 4.1018 30.5266
Si 9.5708 4.1018 30.5266
Si 1.3673 6.8362 30.5266
Si 6.8362 6.8362 30.5266
Si 4.1018 9.5708 30.5266
Si 9.5708 9.5708 30.5266
Si 2.7345 0 0.6835
Si 8.2035 0 0.6835
Si 0 2.7345 0.6835
Si 5.469 2.7345 0.6835
Si 2.7345 5.469 0.6835
Si 8.2035 5.469 0.6835
Si 0 8.2035 0.6835
Si 5.469 8.2035 0.6835
Si 4.1018 1.3673 2.0507
Si 9.5708 1.3673 2.0507
Si 1.3673 4.1018 2.0507
Si 6.8362 4.1018 2.0507
Si 4.1018 6.8362 2.0507
Si 9.5708 6.8362 2.0507
Si 1.3673 9.5708 2.0507
Si 6.8362 9.5708 2.0507
Si 0 0 3.418
Si 5.469 0 3.418
Si 2.7345 2.7345 3.418
Si 8.2035 2.7345 3.418
Si 0 5.469 3.418
Si 5.469 5.469 3.418
Si 2.7345 8.2035 3.418
Si 8.2035 8.2035 3.418
Si 1.3101 1.3976 4.8451
Si 6.7775 1.3954 4.7078
Si 4.1035 4.1335 4.8925
Si 9.5664 4.1233 4.6858
Si 1.3891 6.8146 4.7045
Si 6.7924 6.851 4.8837
Si 4.0976 9.5762 4.7402
Si 9.5295 9.626 4.8287
Si 2.7104 -0.0351 6.1172
Si 8.1506 0.1811 6.1464
Si -0.1556 2.7916 6.1675
Si 5.5391 2.7186 6.2125
Si 2.684 5.5541 6.2453
Si 8.178 5.3289 6.1228
Si -0.0091 8.1374 6.0286
Si 5.416 8.3167 6.2698
Si 4.4808 0.8771 7.3922
P 9.0178 1.9241 7.4451
Si 0.7922 4.6287 7.3852
P 7.3492 3.5768 7.4457
Si 3.5429 7.4421 7.4923
Si 10.0118 6.3251 7.2447
Si 1.6863 9.1227 7.3274
Si 6.3217 10.2607 7.4113
O 3.9743 0.8265 8.9857
O 6.593 10.38 9.0655
O 0.8443 9.6511 8.6752
O 3.9777 7.0979 9.0611
O 9.7995 6.7109 8.8362
O 0.9925 4.5103 9.0329
O 7.9696 3.1614 22.4142
O 0.1371 11.0638 22.2697
O 0.4949 5.6822 22.3074
O 2.5754 2.5337 22.2159
O 5.89 -0.16 22.2824
O 8.1249 7.8669 22.3123
Si 10.9898 9.2085 13.9727
Si 5.8944 8.1305 16.3917
Si 9.1574 0.9528 19.1391
Si 3.241 7.1104 17.5501
Si 2.2796 4.5747 18.9746
Si 0.7151 2.4209 14.5537
Si 7.1686 5.7614 11.5965
Si 8.6356 3.1619 20.9208
Si 5.5124 3.3455 12.0139
Si 1.2501 3.6792 10.3999
Si 2.4557 0.7527 18.2908
Si 2.9484 9.3752 19.7179
Si 5.9678 3.5659 16.1335
Si 3.1217 2.2926 20.7036
Si 7.2848 5.9589 14.6275
Si 6.1747 1.224 14.2973
Si 9.9773 4.7953 15.6324
Si 8.3572 3.6451 18.0607
Si 10.7225 1.5044 11.7162
Si 4.0054 9.9972 14.6539
Si 3.6071 1.5552 10.3889
Si 6.8153 9.3817 10.3268
Si 5.1181 -0.1819 20.8653
Si 0.5499 9.6098 10.2648
Si 2.472 10.0802 12.2137
Si 8.9004 7.883 20.8728
Si 7.262 9.5637 18.8593
Si 8.4393 10.6877 12.8239
Si 3.0611 5.3919 12.3915
Si 10.7569 5.2911 20.8802
Si 9.187 7.4411 10.1268
Si 1.4788 6.6254 14.8948
Si 4.7242 7.2211 10.501
Si 2.8966 3.0806 16.5033
Si 1.1613 10.6659 16.0332
Si 0.0964 10.3035 20.8323
O 7.8508 8.2748 9.7278
O 10.022 9.0469 20.9332
O 8.0873 4.0487 19.6421
O 4.8182 7.2496 17.2137
O 11.0205 9.5358 15.5822
O 9.3629 4.5773 17.147
O 3.1908 1.5981 17.1143
O 4.0888 9.4519 20.8934
O 0.7456 1.984 12.9802
O 8.4829 1.5862 20.4974
O 3.2782 3.7711 20.0079
O 0.9453 5.179 19.6978
O 3.1385 0.5074 11.5756
O 2.3722 7.2313 16.1514
O 6.0277 2.2909 13.1098
O 8.452 10.5977 18.4835
O 6.661 9.0867 17.4387
O 5.0739 8.9792 15.2878
O 6.2011 10.4657 19.6951
O 3.6571 6.7241 11.6376
O 0.6329 7.6763 13.934
O 10.3156 8.522 10.6707
O 10.3866 3.399 14.8799
O 4.744 0.4781 14.4344
O 1.9615 9.1427 10.9785
O 9.4873 9.5284 13.3785
O 2.6703 10.2324 15.5569
O 4.4502 1.3306 20.7403
O 6.0373 6.2554 10.5292
O 2.0657 1.5685 19.6585
O 3.5185 10.5443 18.7117
O 4.9157 2.4446 10.7921
O 0.5321 1.0918 15.438
O 2.3709 2.5514 10.0867
O 4.3086 4.3292 12.5574
O 6.3698 4.6719 15.0123
O 2.73 8.1231 18.7251
O 8.861 5.5603 14.7239
O 5.3565 8.7278 10.743
O 6.8954 4.1486 11.6234
O 6.9265 6.3894 13.0944
O 0.2221 0.2115 10.7733
O 6.8394 3.7764 17.4856
O 1.1849 -0.0455 17.641
O 10.1557 3.7704 21.0814
O 6.3952 2.0604 15.673
O 9.2547 1.0823 12.3068
O 7.8216 8.2638 19.695
O 1.8736 3.7259 17.6206
O 1.821 4.7086 11.5486
O 4.3627 3.7711 16.3623
O 2.1517 3.0733 15.0408
O 1.5502 9.6962 20.4616
O 7.5017 10.1068 11.6153
O 10.5897 0.4251 19.6828
O 3.5775 9.3979 13.1903
O 10.7996 2.8708 10.7994
O 9.6252 6.4393 20.5475
O 6.9852 7.2002 15.631
O 1.1084 10.1988 13.1705
O 7.43 0.2095 14.029
O 0.3896 5.6964 15.6724
O 9.1023 2.1682 18.0377
O 2.478 5.8322 13.862
O 8.6792 6.257 11.1584
O 3.2047 5.7167 18.3415

Results
free energy: -128753.332 eV
free energy less fixed offsets of O -568.88, P -755.39, Si -635.61 eV per atom: -1.052 eV

Forces (eV/angstrom), in the order of the atoms: element, x, y, z
Si 0.0117 -0.0415 0.0147
Si 0.0296 -0.052 -0.0027
Si -0.0031 0.0411 0.0235
Si 0.0059 0.0373 -0.0007
Si 0.0137 -0.0462 -0.0083
P -0.0186 0.0223 0.1031
P 0.0163 -0.0147 0.0782
Si -0.0038 0.0204 0.0153
Si 0.0013 0.0227 -0.0071
Si -0.0186 0.0115 0.0192
Si 0.0171 -0.0316 -0.0593
Si -0.007 0.0323 0.0122
Si -0.001 0.0131 -0.0658
Si 0.0045 -0.0015 -0.0707
Si -0.0255 0.0242 -0.0597
Si -0.0185 -0.0167 -0.0079
Si -0.0237 -0.0124 0.0139
Si 0.0127 0.0004 -0.0389
Si 0.0009 -0.0047 -0.0495
Si 0.0305 0.0233 0.0025
Si 0.0693 0.0847 -0.0923
Si 0.0042 -0.0445 0.0035
Si -0.0058 0.0339 0.0195
Si -0.0757 -0.091 -0.0903
Si -0.0237 -0.0494 -0.7392
Si 0.0669 -0.0392 0.4134
Si -0.1309 -0.2255 0.7243
Si 0.0669 -0.1349 -0.485
Si 0.1139 -0.1227 0.6906
Si 0.0448 0.0732 -0.6832
Si 0.0415 0.0048 -0.4913
Si 0.309 0.2206 0.569
Si -0.0091 0.1021 0.0214
Si 0.061 0.0115 -0.0033
Si -0.1109 0.0049 0.0365
Si -0.0256 -0.0731 0.0259
Si 0.0497 -0.0135 0.0006
Si -0.0209 0.1122 0.0437
Si -0.0231 -0.066 0.0147
Si -0.0133 0.0677 0.0231
Si 0.0338 -0.0876 -0.0087
Si -0.0308 0.0186 0.0261
Si 0.0768 -0.0538 -0.0229
Si -0.0084 0.0358 0.0093
Si -0.0455 0.0443 0.0179
Si 0.0637 -0.0819 -0.0117
Si -0.0256 0.015 0.0071
Si 0.0461 -0.03 -0.0216
Si -0.0845 0.0558 0.0156
Si 0.0501 -0.0309 -0.0083
Si 0.0536 -0.0448 -0.0087
Si -0.0572 0.0875 0.0201
Si 0.0226 -0.0255 -0.0162
Si -0.0949 0.0562 0.0169
Si -0.0314 0.0652 0.02
Si 0.0336 -0.0305 -0.015
Si 0.0385 -0.0923 -0.0013
Si -0.0611 -0.0185 -0.0426
Si -0.0405 0.0384 -0.0415
Si 0.1034 -0.0411 -0.0113
Si -0.0495 0.0458 -0.0567
Si 0.0957 -0.0287 0.0126
Si 0.0691 -0.0526 0.002
Si -0.0577 -0.0182 -0.0236
Si -0.1032 0.1176 0.284
Si -0.2433 -0.1715 -0.5264
Si -0.0346 0.1636 0.7508
Si -0.1565 -0.0037 -0.5563
Si 0.2472 0.0868 -0.7067
Si -0.1296 0.1284 0.5592
Si 0.1839 -0.0322 -0.5174
Si -0.2366 0.032 0.6454
Si 0.0009 -0.0266 -0.0085
Si 0.1039 0.1015 0.0961
Si -0.0059 0.0332 -0.0201
Si -0.0999 -0.0938 0.1025
Si -0.0004 -0.0019 0.029
Si -0.0311 -0.0041 -0.0086
Si -0.0002 -0.0029 0.0335
Si 0.0323 -0.0151 -0.0157
Si 0.0151 0.0144 0.0067
Si -0.0172 0.002 0.0722
Si 0.0171 -0.005 0.0752
Si 0.0119 -0.0307 0.0716
Si -0.0079 -0.0101 0.0032
Si -0.0095 0.006 0.0482
Si -0.0122 0.0071 0.0013
Si 0.0099 -0.0006 -0.0001
Si 0.0201 -0.0146 -0.0306
P -0.0292 0.0312 -0.1114
Si -0.0249 0.0107 -0.0322
P 0.0224 -0.0106 -0.0674
Si 0.0284 -0.0064 -0.0037
Si 0.021 -0.0215 -0.01
Si -0.0214 0.0059 -0.0164
Si -0.0209 0.0341 -0.0084
O -0.0056 0.006 0.0068
O 0.009 0.0021 0.0027
O -0.0015 0.0036 0.0007
O -0.0037 0.0023 0.0034
O -0.009 -0.0005 -0.0063
O 0.0031 -0.0133 0.0042
O -0.0091 -0.0073 0.0147
O 0.0008 0.0095 0.0001
O 0.0009 0.0158 0.0104
O 0.0059 -0.0062 0.0008
O -0.0222 0.0052 0.012
O -0.0073 -0.0103 0.0083
Si 0.001 0.0006 0.0002
Si 0.0002 0.001 0.0003
Si 0.0059 0.0021 0.007
Si 0.0011 -0.0015 -0.0019
Si -0.0025 0.0018 -0.0002
Si -0.0007 0.0003 -0.0025
Si 0.0053 0.0112 0.0143
Si 0.0208 -0.0001 -0.0096
Si -0.0068 -0.0073 0.0106
Si 0.0089 0.0009 0.0034
Si -0.0005 0.0003 0.0008
Si -0.007 0.0023 -0.0168
Si 0.0027 -0.0015 -0.001
Si 0.001 -0.0089 0.0137
Si -0.0004 0.0002 0.0009
Si 0.0002 0.0012 0.0003
Si -0.0021 -0.0014 0.0009
Si 0.0025 0.0021 0.0026
Si 0.0062 0.0037 0.0198
Si 0.0014 -0.0004 -0.0007
Si -0.0044 -0.0053 -0.0021
Si -0.0088 0.0002 -0.0128
Si 0.0116 0.0143 0.004
Si 0.0031 -0.0081 0.0089
Si 0.0038 -0.0018 -0.0023
Si 0.0001 0.0047 0.0132
Si 0.0047 -0.0065 0.0065
Si -0.0037 -0.0053 0.0029
Si -0.0006 -0.0008 -0.0008
Si 0.0039 -0.0136 0.0085
Si -0.0037 0.0077 0.0009
Si -0.0009 -0.0006 0.0012
Si 0.0022 0.0061 0.0005
Si 0.0017 0.0006 0.0029
Si 0.0006 -0.0014 0.0003
Si -0.012 -0.0043 -0.0054
O 0.0062 -0.0035 0.0061
O 0.0028 -0.001 -0.0019
O -0.0016 -0.0022 -0.0017
O 0.0017 0.0013 0.0015
O -0.0005 0.0001 -0.0002
O -0.0013 -0.0003 0
O 0.0003 -0.0001 -0.001
O -0.0019 -0.0121 0.0147
O -0.0027 -0.0003 0.0003
O -0.0059 -0.0031 0
O 0.0025 0.0059 0.0012
O 0.002 -0.0006 0.0091
O -0.0007 -0.001 0.0011
O 0.0001 -0.0002 -0.0005
O 0.0002 0.0009 0.0003
O -0.0025 0.0009 -0.0023
O 0.0009 -0.0003 -0.0001
O -0.0017 -0.0001 0.0008
O -0.0065 0 0.006
O -0.0014 -0.0025 0.001
O -0.0007 -0.0001 0.0001
O 0.0027 -0.0012 0.0018
O 0.0007 -0.0012 -0.0001
O 0 -0.0004 0.0014
O -0.0032 0.002 -0.0016
O 0.0013 -0.0002 -0.001
O -0.0013 0.0002 0.0018
O 0.003 -0.0113 -0.0086
O -0.0009 -0.009 -0.0094
O -0.0008 -0.0043 -0.0033
O -0.0016 -0.0024 0.0074
O 0.0057 0.0063 -0.0036
O 0.0006 0.0003 -0.0014
O -0.0061 0.0001 0.0027
O 0.0012 -0.0005 -0.0019
O -0.0002 0.0003 -0.0003
O 0.0017 0.0021 0.0081
O 0.0007 0 -0.0002
O 0.0006 -0.0038 -0.0009
O 0.0014 0.0015 -0.0073
O 0.0018 -0.0045 -0.0041
O -0.0096 0.0041 -0.0153
O -0.0008 -0.0003 0.0017
O -0.0001 -0.0003 0.0001
O -0.007 0.0128 0.0067
O -0.0019 0.0001 -0.0013
O -0.0022 0.0019 -0.0101
O -0.0065 0.0054 -0.0059
O -0.0001 -0.0024 -0.0043
O 0.0008 -0.0002 0
O -0.003 -0.0008 0.0001
O -0.0005 0.0002 0.0013
O 0.0086 -0.0054 0.0094
O 0.0032 0.0041 -0.0002
O -0.0018 -0.0003 0.0009
O -0.0001 0.0011 0.0018
O -0.0056 -0.0029 -0.0127
O 0.0038 -0.0006 0.0026
O -0.002 0.0002 0.0011
O 0.0001 -0.0031 0.0014
O 0.0005 0.0002 -0.0011
O -0.0001 0.0007 -0.0008
O -0.0021 0.0002 -0.0018
O 0.0003 -0.0011 -0.0013
O -0.0052 -0.0075 -0.0029
O 0.0003 0.0018 -0.0025

The program warned: the cutoff lies below the one the program advises for these potential files; the forces do not sum to zero within the program's tolerance; the exchange-correlation potential is rough where the density is thin.
